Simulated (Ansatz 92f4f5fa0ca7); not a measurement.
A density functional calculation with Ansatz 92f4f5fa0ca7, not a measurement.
Periodic cell of 215 atoms, Si131O82As2, from a study of silicon, its oxide and their interface. The atomic structure is a simulated model.
Doubt: the cutoff is far below the 930 eV that the study's wrapper takes by default for these files, so forces and energies are approximate.
This geometry differs little from another in the collection (a relaxation step or a small displacement).

Settings: functional PBE; potential files Ansatz PAW; basis plane waves; wave-function cutoff 580 eV; density cutoff ratio 5; exchange-correlation grid ratio 1; k mesh 1 x 1 x 1, Gamma-centred; self-consistency stop 5e-08 eV per atom in the density residual; occupations fixed; spin none; net charge 0.

Cell vectors (angstrom)
a	10.938	0	0
b	0	10.938	0
c	0	0	31.5432

Atoms and the computed forces on them: element, x, y, z (angstrom), force x, y, z (eV/angstrom)
Si	10.4174	0.5331	24.2037	-0.0828	-0.0378	-0.0369
As	5.9367	10.5723	24.1892	-0.1443	0.2993	-0.1136
Si	2.133	3.2159	24.0375	0.0624	-0.0526	-0.004
Si	8.699	2.2514	24.2544	0.0076	-0.0434	0.0281
Si	0.4826	5.0434	24.1027	-0.036	0.0262	-0.0172
Si	5.0632	5.8577	24.1865	0.0791	0.0749	0.0914
Si	3.391	7.6151	24.1456	0.0926	-0.0238	-0.0019
As	7.8334	8.6702	23.859	-0.1016	0.018	-0.578
Si	1.3017	1.4408	25.3868	-0.0449	0.0074	0.0651
Si	6.932	1.3679	25.5482	-0.0213	0.0346	0.0494
Si	4.0039	4.081	25.298	-0.0466	-0.0085	-0.0198
Si	9.6613	4.0789	25.3894	0.0253	0.015	0.0587
Si	1.4824	6.7898	25.3363	-0.0106	0.0018	0.0257
Si	6.8475	6.8006	25.3945	0.0158	-0.0057	0.1887
Si	4.1329	9.4907	25.4112	-0.0501	0.0678	0.124
Si	9.5297	9.6103	25.3702	-0.0439	0.0118	0.1961
Si	2.7238	0.0093	26.6542	-0.0726	-0.0067	-0.0352
Si	8.2142	-0.0629	26.9019	0.1325	0.0011	0.0102
Si	0.0118	2.7489	26.8668	0.0221	0.002	0.0558
Si	5.4141	2.7464	26.6855	0.0045	0.1057	-0.0114
Si	2.7513	5.433	26.8092	0.0264	0.0134	0.0139
Si	8.2305	5.4421	26.6909	-0.133	-0.0667	0.0344
Si	0.0286	8.1852	26.6299	-0.0035	0.0901	-0.064
Si	5.5549	8.207	26.8122	0.0081	-0.1722	0.0045
Si	4.0914	1.3512	28.0718	0.0023	0.0038	0.0018
Si	9.5832	1.3593	28.1994	-0.0135	0.0681	-0.1306
Si	1.3778	4.1137	28.2066	0.0162	-0.0195	-0.1297
Si	6.831	4.0952	28.0575	0.0895	-0.0585	0.1024
Si	4.1339	6.8225	28.1282	-0.1011	0.099	-0.0348
Si	9.5991	6.8297	28.0519	-0.0185	-0.03	-0.0009
Si	1.3715	9.5606	28.0403	0.0037	-0.0209	0.0808
Si	6.8366	9.5487	28.2491	0.0146	0.0128	-0.217
Si	0.0283	-0.0271	29.4929	0.0193	-0.0581	-0.0106
Si	5.4461	0.0179	29.5052	0.0045	0.0173	0.0448
Si	2.7509	2.7157	29.4992	0.0069	0.0036	0.0062
Si	8.1816	2.7419	29.4893	-0.0915	0.0074	0.04
Si	-0.0091	5.488	29.5004	-0.0201	0.016	0.035
Si	5.4918	5.4564	29.4851	0.0579	-0.005	-0.0237
Si	2.7387	8.2061	29.4635	-0.0041	-0.0096	0.0247
Si	8.2431	8.165	29.4996	0.0293	-0.0193	0.0736
Si	1.3673	1.3673	30.8594	0.1226	-0.1274	0.0796
Si	6.8362	1.3673	30.8594	-0.1262	0.0485	0.0436
Si	4.1018	4.1018	30.8594	0.1457	-0.0799	0.0017
Si	9.5708	4.1018	30.8594	-0.1428	0.0701	-0.1043
Si	1.3673	6.8362	30.8594	0.0147	0.1676	-0.098
Si	6.8362	6.8362	30.8594	0.1286	-0.1575	0.086
Si	4.1018	9.5708	30.8594	-0.1623	0.0315	-0.0507
Si	9.5708	9.5708	30.8594	0.1311	-0.1346	0.0944
Si	2.7345	0	0.6835	0.068	-0.1422	0.0755
Si	8.2035	0	0.6835	-0.2656	-0.0024	-0.07
Si	0	2.7345	0.6835	-0.189	0.1484	-0.0395
Si	5.469	2.7345	0.6835	0.1014	-0.1157	0.0477
Si	2.7345	5.469	0.6835	-0.1923	0.1198	-0.056
Si	8.2035	5.469	0.6835	0.0688	-0.1857	0.1169
Si	0	8.2035	0.6835	0.1752	-0.1002	0.0731
Si	5.469	8.2035	0.6835	-0.0145	0.1901	-0.0508
Si	4.1163	1.3476	2.0524	0.0027	0.0026	-0.0056
Si	9.5358	1.3856	2.0363	-0.012	0.0438	-0.0019
Si	1.3333	4.1301	2.0526	-0.0158	0.0231	0.0178
Si	6.8517	4.0728	2.0556	0.0258	-0.0135	-0.0214
Si	4.0774	6.8626	2.036	-0.0293	0.0161	-0.0042
Si	9.594	6.8122	2.0514	0.0099	-0.0067	-0.0118
Si	1.3763	9.5592	2.0574	0.0098	-0.014	-0.0249
Si	6.8328	9.571	2.0634	0.01	0.0039	0.0184
Si	-0.051	-0.0083	3.3346	0.0786	-0.0232	0.1181
Si	5.4666	-0.0124	3.4885	-0.002	0.0003	-0.0525
Si	2.6988	2.7224	3.3348	0.0192	-0.0092	0.121
Si	8.1839	2.6956	3.4986	-0.0128	0.0372	-0.0521
Si	-0.0235	5.47	3.5167	0.0077	-0.006	-0.064
Si	5.455	5.4763	3.3181	0.0202	-0.044	0.1469
Si	2.7368	8.2053	3.4863	-0.0152	0.0125	-0.046
Si	8.2296	8.1833	3.3782	-0.047	-0.0105	0.0599
Si	1.2922	1.3646	4.6728	-0.0099	0.0119	-0.0342
Si	6.838	1.307	4.9161	-0.0029	0.0031	0.0296
Si	4.0663	4.1181	4.6475	-0.017	0.0027	-0.0549
Si	9.53	4.068	4.8931	-0.0002	-0.0224	0.0553
Si	1.3522	6.8731	4.8904	0.0194	-0.0091	0.0458
Si	6.8373	6.8012	4.6884	-0.0066	-0.003	-0.0415
Si	4.1037	9.5682	4.8911	-0.0114	-0.014	0.0325
Si	9.5761	9.5685	4.7473	-0.0074	0.0017	-0.0297
Si	2.6154	0.0417	6.112	-0.0042	-0.0122	-0.0212
Si	8.2278	-0.1301	6.2658	-0.0015	-0.0017	-0.0018
Si	-0.0218	2.6521	6.194	0.0231	-0.0052	-0.0238
Si	5.3762	2.768	6.0831	0.011	0.0051	-0.0345
Si	2.7492	5.4348	6.1374	0.0123	-0.0237	-0.0274
Si	8.0932	5.4383	6.1877	-0.012	0.0039	-0.0219
Si	-0.0045	8.2992	6.2364	0.0003	0.014	-0.0158
Si	5.5618	8.1529	6.1523	0.0143	-0.0006	-0.0136
Si	3.4755	1.9364	7.1877	-0.0451	0.0582	-0.0238
Si	10.0218	0.8347	7.4693	-0.0128	0.0107	0.012
Si	1.7713	3.6581	7.3456	-0.0114	0.0072	-0.0181
Si	6.2051	4.5309	7.3893	-0.0088	-0.0023	0.0034
Si	4.6338	6.3142	7.2578	-0.0011	-0.0095	-0.0027
Si	9.1611	7.1941	7.3245	0.0052	0.0008	-0.0055
Si	0.8885	10.1587	7.5278	0.012	0.0031	0.0158
Si	7.4065	8.892	7.485	0.0175	-0.0054	-0.027
O	4.562	6.6113	8.8843	-0.0072	0.0144	-0.0046
O	1.3794	3.9922	8.9295	-0.0038	0.0034	-0.0025
O	9.7566	6.5594	8.7397	-0.0068	0.0018	-0.0071
O	1.2942	10.118	9.1616	0.0049	-0.001	-0.0243
O	6.0613	4.2292	9.0295	0.0066	-0.0205	0.0061
O	3.6934	1.6185	8.7812	0.0133	0.0033	-0.0083
O	7.1319	8.975	9.1324	0.0067	0.0042	0.0134
O	9.6507	1.0958	9.0693	0.0001	-0.0001	-0.0206
O	8.1782	2.5973	22.7358	-0.0008	-0.0149	0.0364
O	10.9399	5.6044	22.6145	0.016	-0.0127	-0.0327
O	5.274	0.4986	22.7101	0.0125	-0.1376	0.2562
O	5.4206	5.4656	22.6173	-0.0157	0.0138	0.0129
O	2.3241	2.7392	22.4586	-0.0132	-0.0054	-0.0473
O	3.3724	7.8985	22.5107	0.0163	0.0053	0.0049
O	8.5816	9.0981	22.137	0.3774	-0.0348	-0.321
O	-0.1732	11.2711	22.6051	-0.0234	0.0096	0.046
Si	2.1557	2.9733	12.8748	-0.0076	-0.0077	0.0131
Si	8.6836	1.3211	10.3565	0.0078	0.0097	0.0189
Si	1.0778	4.5152	15.3223	-0.0049	-0.0013	-0.0014
Si	7.543	5.5939	12.1924	-0.0001	0.0076	0.0121
Si	2.4521	8.2135	21.206	-0.0395	-0.0239	-0.0694
Si	5.4167	7.805	12.4627	0.0056	-0.0075	0.0184
Si	9.2834	0.4604	15.5079	-0.0052	-0.0071	-0.0018
Si	2.9577	-0.0066	16.6931	-0.0026	0.0141	-0.0289
Si	10.4694	1.1594	12.6071	0.0125	-0.0057	0.035
Si	7.7838	2.8401	21.1884	0.0372	0.0207	-0.0744
Si	9.1336	8.789	14.47	-0.006	0.0053	0.0091
Si	1.4662	4.7807	10.3537	0.01	-0.0197	0.0138
Si	4.5278	9.4907	19.1586	-0.01	0.0036	-0.0691
Si	11.0903	6.143	21.0761	-0.0662	0.0781	-0.042
Si	6.6338	10.477	14.8425	0.0287	0.0087	0.0118
Si	5.3686	0.8174	21.1121	0.0641	-0.0617	-0.0695
Si	2.3394	9.8133	10.3906	-0.0112	-0.0149	0.0302
Si	0.5086	10.6868	21.2588	0.0042	-0.012	-0.0868
Si	5.9222	5.3344	21.0842	-0.0051	-0.0093	-0.0465
Si	3.635	7.0923	10.1078	-0.0034	-0.0293	0.026
Si	9.053	5.6916	14.8269	0.0172	0.011	0.0032
Si	3.6503	4.211	19.0872	0.0097	-0.0004	-0.0409
Si	10.06	3.6882	19.3107	-0.0047	0.0026	-0.0276
Si	4.2699	8.7124	15.3453	0	0.0212	0
Si	0.4811	1.9373	17.1512	-0.0056	-0.0011	-0.0245
Si	6.8735	7.5739	19.1674	0.0399	0.0164	-0.0036
Si	5.2548	3.6642	16.7413	-0.0042	0.0113	0.001
Si	7.7944	4.9983	17.4984	-0.009	0.0017	-0.007
Si	6.6663	9.9338	10.367	-0.0164	-0.0067	0.0343
Si	4.3761	1.0588	10.1165	-0.0134	-0.0014	0.0198
Si	-0.0321	9.0885	11.9161	-0.0133	0.0041	0.0312
Si	9.2405	8.7479	20.6983	-0.0628	-0.0461	0.1384
Si	4.5647	1.6953	14.5831	-0.0059	-0.0057	0.002
Si	2.5011	2.1721	20.9395	-0.1243	0.0752	-0.0006
Si	6.3254	3.3487	10.376	0.0409	0.0242	0.0106
Si	3.4439	5.9658	16.702	-0.0007	-0.0044	-0.0063
Si	9.8771	6.5423	10.3542	0	-0.014	0.0263
O	0.1531	2.6624	18.57	-0.0053	0.0129	0.0227
O	2.9481	9.6811	15.6006	0.0072	-0.0056	0.0096
O	10.8866	4.8411	20.1186	0.0074	-0.0053	0.0189
O	7.5762	2.418	9.9319	0.0016	0.0131	0.0102
O	10.9195	5.3455	10.8019	-0.0009	0.0029	-0.0091
O	6.5925	6.7464	12.8611	-0.0059	0.0089	-0.0074
O	10.3183	8.061	10.7965	0.0036	0.0011	-0.0194
O	7.6802	9.4796	13.9964	-0.0094	-0.0005	-0.0093
O	8.4022	6.2203	10.96	0.0023	-0.0027	-0.0146
O	5.3873	10.4112	20.1966	-0.0162	0.038	0.0542
O	2.1654	3.7301	11.4124	0.0034	0.0012	-0.0108
O	8.1056	8.5901	19.5184	0.0254	0.0012	-0.0045
O	6.3592	6.8018	20.524	-0.0104	-0.0248	0.0369
O	5.5027	2.7649	15.4018	-0.0008	0.0052	0.0065
O	1.3817	0.9986	20.6191	0.0025	-0.0199	0.0146
O	6.0629	9.0617	11.6159	0.003	0.0237	-0.0283
O	4.6534	5.0467	16.1121	0.0026	-0.0016	0.0028
O	6.609	3.8893	17.6249	0.001	0.0053	0.0044
O	10.5229	10.6656	11.8233	-0.0048	-0.0029	-0.0216
O	5.5999	0.5335	13.9924	-0.001	-0.0033	-0.0049
O	8.046	5.0488	15.9038	-0.0051	-0.0056	0.0117
O	9.7367	9.8176	15.5963	0.0058	0.0001	-0.0082
O	-0.3774	5.1815	15.1088	-0.0051	-0.0002	0.0007
O	1.6147	6.8526	20.8387	-0.0091	0.0131	0.0282
O	1.5394	0.668	17.1996	0.015	0.003	0.0092
O	6.6807	1.7229	20.7397	-0.0777	-0.0162	0.0483
O	1.0164	1.793	12.8275	0.0035	-0.0048	-0.0093
O	3.2359	5.6054	18.2992	0.0027	0.0019	0.0211
O	9.5308	2.0142	11.5823	-0.0153	0.0045	-0.0301
O	1.0248	3.1118	16.1547	0.0002	0.0057	0.0086
O	8.5981	5.1616	13.3564	-0.008	-0.0014	-0.0081
O	10.2865	8.5777	13.3284	0.0081	0.0029	-0.0126
O	1.5162	9.4657	21.6658	0.0054	0.0186	-0.0146
O	10.2931	9.9877	20.305	0.0163	0.0071	0.0045
O	3.1794	0.2121	10.8855	0.0027	0.0217	-0.0057
O	5.075	2.3673	10.8371	-0.0304	-0.0224	-0.0099
O	1.7398	4.1664	13.8874	-0.0015	0.0042	0.0008
O	7.9251	10.8744	10.8358	-0.0128	-0.004	-0.0078
O	9.1366	4.4745	18.2295	0.0167	-0.0066	0.0125
O	5.6537	9.5261	15.7615	-0.0031	-0.0037	0.0064
O	5.5287	-0.021	9.7506	0.0114	0.0024	-0.0482
O	3.5903	2.3129	13.3955	0.0021	0.0042	-0.0031
O	2.0032	5.6587	16.0114	-0.0007	0.0029	-0.0095
O	9.7234	1.0516	14.0469	0.0096	0.005	-0.0111
O	4.3938	6.9559	11.5294	-0.0059	0.0019	-0.0149
O	4.758	4.6455	20.1924	-0.0062	0.0086	0.0055
O	9.9831	1.3417	16.6559	0.0128	0.0074	0.0079
O	6.6662	4.3259	11.6449	-0.0072	-0.0165	-0.0192
O	5.6231	8.4349	18.555	-0.0159	0.0179	0.017
O	9.1371	2.7515	20.2843	-0.0028	0.0076	0.008
O	3.6404	1.166	15.8088	0.0029	0.005	0.017
O	4.1932	3.1742	17.9123	-0.0027	-0.004	0.0034
O	9.9772	7.28	20.7579	0.0514	-0.0175	0.0117
O	3.3394	8.6675	9.8121	0.0048	0.009	-0.0118
O	3.9384	7.4693	16.3427	0.0038	0.0121	0.0035
O	7.649	0.5032	15.7047	-0.0007	0.0018	0.0007
O	8.9054	7.3019	15.049	-0.0049	-0.0009	-0.0042
O	3.9959	1.5924	20.7349	0.1836	-0.0723	0.0978
O	1.5939	9.1412	11.7008	0.015	0.0048	-0.026
O	2.3183	6.1555	10.1734	0.0103	0.0143	0.0026
O	7.3365	6.4545	18.0702	0.0001	0.0121	0.0008
O	7.2287	4.3631	21.0216	-0.0108	-0.0305	0.0107
O	4.551	8.2819	13.7793	0.0055	-0.0005	-0.0221
O	3.3638	8.641	19.9332	0.0039	0.0101	0.0194
O	2.448	3.4368	19.8853	0.0057	-0.0204	0.0028
O	3.8	10.4117	18.0067	0.0161	-0.0137	0.0251

Results
free energy: -139623.501 eV
free energy less fixed offsets of As -4856.12, O -568.88, Si -635.61 eV per atom: 1.809 eV

The program warned: the cutoff lies below the one the program advises for these potential files; the exchange-correlation potential is rough where the density is thin.
